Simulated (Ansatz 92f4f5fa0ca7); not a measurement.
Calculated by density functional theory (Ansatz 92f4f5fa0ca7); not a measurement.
Periodic cell of 196 atoms, Si117O79, from a study of silicon, its oxide and their interface. The atomic structure is a simulated model.

Settings: functional r2SCAN; potential files Ansatz norm-conserving; basis plane waves; wave-function cutoff 1300 eV; density cutoff ratio 4; exchange-correlation grid ratio 1; k mesh 2 x 2 x 1, shifted by 0.5 0.5 0.5 of a step; self-consistency stop 5e-08 eV per atom in the density residual; occupations Fermi-Dirac, 0.05 eV; spin none; net charge 0.

Cell vectors (angstrom)
a	11.5403	0	0
b	0	11.5403	0
c	2.7951	3.3807	25.1971

Atoms: element, x, y, z (angstrom)
Si	0.424	0.9612	1.1792
Si	0.8116	7.664	-2.893
Si	1.2774	8.3336	-0.0079
Si	4.0941	-1.3064	1.114
Si	4.5897	2.9408	0.8575
Si	5.5295	8.2622	1.1685
Si	8.0164	0.7876	-1.4221
Si	7.8987	5.0287	0.053
Si	7.6182	7.3681	0.1672
Si	1.6672	-1.1744	1.2138
Si	0.017	4.6808	1.6277
Si	1.044	7.294	3.392
Si	5.1502	0.5962	-1.1376
Si	5.6316	5.0249	0.7377
Si	4.2375	7.404	-0.5298
Si	9.521	0.7154	1.4747
Si	8.8262	2.4537	2.9624
Si	8.9854	10.2866	2.7551
Si	0.8838	2.6845	2.9184
Si	-0.0657	7.0716	1.3815
Si	1.1832	9.6954	3.3883
Si	4.8583	1.9967	3.0361
Si	5.1709	6.4715	2.6921
Si	4.9288	11.108	3.1163
Si	9.2172	4.4625	1.8483
Si	8.8925	6.3989	3.1672
Si	9.3039	8.1324	1.6482
Si	-0.9004	2.5795	4.4335
Si	-0.8164	6.4918	4.6093
Si	-0.8598	10.2817	4.4175
Si	2.9175	2.6015	4.2195
Si	3.1407	6.5267	4.1184
Si	3.1371	10.3836	4.4869
Si	6.8489	2.5473	4.2746
Si	6.8963	6.4612	4.3446
Si	6.9758	10.3984	4.1942
Si	-0.8767	0.6751	5.8021
Si	-0.8491	4.4863	5.8213
Si	-0.8981	8.428	5.8891
Si	2.965	0.7895	5.7268
Si	3.0203	4.5891	5.5069
Si	3.1683	8.347	5.6479
Si	6.9656	0.6949	5.7437
Si	6.8941	4.5135	5.6729
Si	6.913	8.4412	5.6388
Si	1.0843	0.6878	7.0545
Si	1.1619	4.4991	6.99
Si	1.1801	8.3965	6.9878
Si	4.9564	0.7579	7.0301
Si	4.927	4.5807	6.9536
Si	5.0295	8.4033	7.028
Si	8.7788	0.7316	7.269
Si	8.7624	4.5173	7.2074
Si	8.7216	8.3794	7.2234
Si	1.1486	2.5778	8.3771
Si	1.0713	6.4425	8.2808
Si	1.1973	10.3174	8.3416
Si	4.9699	2.7208	8.3952
Si	5.0253	6.4822	8.3723
Si	4.9047	10.3275	8.3496
Si	8.7595	2.6737	8.7191
Si	8.8228	6.4261	8.6467
Si	8.7471	10.3004	8.604
Si	-0.6421	2.6407	9.8744
Si	-0.6335	6.3646	9.9449
Si	0.1396	8.3513	10.9672
Si	3.0578	2.6222	9.7403
Si	2.9911	6.4938	9.565
Si	3.4698	0.7251	11.1186
Si	6.6916	2.7574	10.0404
Si	6.8268	6.4345	9.9303
Si	6.7023	10.3833	9.8183
Si	10.6308	0.616	11.0718
Si	-0.8109	4.4135	14.0107
Si	4.1503	5.1953	12.6012
Si	3.0411	10.3412	9.7951
Si	2.6043	4.6192	10.9063
Si	4.053	7.7428	12.7638
Si	5.9465	0.762	11.0832
Si	6.2536	4.7128	11.4699
Si	6.7462	8.4334	11.145
Si	4.3418	9.8026	15.0395
Si	2.5609	8.3373	10.972
Si	2.87	12.4341	14.1134
Si	10.8856	-1.3183	9.7414
Si	8.4053	9.1557	12.6138
Si	8.1982	11.4846	12.5184
Si	10.7776	11.3703	13.3594
Si	3.7057	3.9319	14.589
Si	10.7521	9.0676	12.9232
Si	6.5161	0.8032	17.7523
Si	7.8475	4.4548	14.2431
Si	11.7764	4.4388	11.1195
Si	9.23	11.4827	16.9633
Si	1.0797	4.8781	16.1027
Si	12.2308	7.7956	19.8436
Si	6.0343	3.2815	16.2917
Si	11.0562	7.0895	15.1349
Si	7.4401	9.2416	15.4853
Si	4.9561	8.2554	22.3011
Si	5.8201	7.6869	19.5605
Si	7.5141	9.3928	21.2419
Si	11.5142	10.1192	18.0668
Si	6.8765	3.625	21.246
Si	12.9024	4.3684	21.8885
Si	11.7262	0.0627	15.4671
Si	16.0736	0.7457	19.862
Si	3.768	3.5331	20.5305
Si	10.0343	10.728	22.1977
Si	7.1902	5.0893	18.6426
Si	11.4575	6.764	22.5872
Si	4.4337	6.5686	24.8155
Si	8.381	6.6983	16.4681
Si	13.2567	4.9921	19.1151
Si	12.7504	10.4132	20.5918
Si	16.2244	10.0489	17.9094
Si	7.7141	0.5784	21.7882
O	3.4343	7.744	25.3255
O	2.6393	7.4183	-0.1909
O	7.2197	10.9286	20.7536
O	2.9788	3.1279	0.5454
O	6.6314	-0.0392	-1.3865
O	8.6223	0.9202	0.0724
O	5.2931	1.9369	-0.2419
O	9.2059	11.9317	13.7266
O	3.6007	2.3348	14.2919
O	2.5044	0.7651	12.5231
O	-0.148	4.0276	15.4522
O	11.5849	3.9695	12.7215
O	5.4643	8.409	12.2327
O	1.6013	12.3901	15.1645
O	6.6961	0.5939	12.5954
O	9.2717	3.7623	13.9432
O	7.2479	4.878	12.8098
O	0.6396	8.4908	-1.5215
O	0.893	1.7372	-0.2642
O	16.3016	11.7449	21.3829
O	4.8007	7.0071	23.3026
O	5.7728	1.714	16.6264
O	15.0854	2.0319	19.9305
O	4.3034	-0.5283	-0.3441
O	7.2366	4.3577	22.6414
O	4.8095	7.5929	20.8231
O	13.084	6.596	19.1853
O	8.5264	4.5506	-1.4813
O	7.9084	5.7243	15.2569
O	6.435	8.9292	22.3653
O	12.0595	10.35	16.5327
O	2.3304	4.5467	15.1511
O	8.0513	8.5888	14.1341
O	14.4084	3.7572	21.8741
O	3.886	11.2071	14.3899
O	5.9576	9.7471	15.0871
O	11.482	8.5698	18.6093
O	3.7947	9.8043	16.5831
O	8.4171	10.4285	16.0248
O	9.9719	10.6403	18.1501
O	3.7469	8.5233	14.2102
O	1.0953	6.0829	-2.642
O	7.6359	7.6635	-1.462
O	8.1289	0.9519	17.6315
O	11.9294	3.4517	22.813
O	7.2223	2.0567	21.4293
O	4.7063	4.0996	15.8723
O	15.4666	11.0449	18.9692
O	6.9998	3.309	15.0025
O	12.4733	10.9755	19.0866
O	9.8694	7.2762	16.2224
O	7.677	4.3299	20.0027
O	11.3492	10.4083	21.366
O	8.3964	5.8751	17.8808
O	1.2737	4.4627	17.6528
O	7.3824	7.9891	16.5559
O	0.7904	6.4794	15.9468
O	4.7536	5.8466	-0.4508
O	10.4181	5.596	23.057
O	5.3031	3.7891	20.9158
O	8.9277	0.5938	11.1636
O	12.3712	4.3401	20.3268
O	9.0066	9.4552	21.9125
O	-0.544	7.8944	-3.7502
O	5.9214	1.2767	19.1903
O	6.0586	6.2013	18.9834
O	10.6043	6.0419	13.9679
O	5.0391	8.5836	18.4717
O	13.2796	8.8715	20.486
O	7.2648	8.3686	19.9869
O	7.2882	11.6217	23.2826
O	9.3375	12.1015	21.664
O	10.4358	0.7957	16.2369
O	11.3945	8.4569	14.3552
O	14.8132	4.5805	19.3821
O	6.6079	3.9693	17.6373
O	12.8874	5.9159	22.479
O	6.0988	10.7869	17.5653
O	11.2222	7.312	21.0504

Results
free energy: -50447.093 eV
free energy less fixed offsets of O -463.61, Si -117.95 eV per atom: -21.753 eV
pressure: -1.59 GPa
stress xx, yy, zz, yz, xz, xy (GPa, positive in tension): 1.12, 1.98, 1.67, -0.28, -0.15, -0.61

Forces (eV/angstrom), in the order of the atoms: element, x, y, z
Si	0.6787	0.4946	-0.7984
Si	-0.0764	0.1218	-0.388
Si	-0.213	-0.4551	-0.7078
Si	0.5682	0.6898	-0.0902
Si	-0.0997	-0.333	0.0403
Si	-0.3457	-0.0975	-0.0137
Si	0.1295	-0.1379	-0.4425
Si	0.5268	-0.3108	-0.8659
Si	0.4729	0.8272	-0.5524
Si	-0.2033	-0.3326	0.0742
Si	-0.1381	-0.1597	-0.8177
Si	-0.0574	0.3878	-0.0819
Si	-0.0395	-0.0536	-0.3154
Si	-1.0327	0.0384	-0.5197
Si	0.3107	-0.1909	0.217
Si	-0.7226	-0.0354	-0.3991
Si	-0.0659	0.2182	0.0895
Si	0.0355	-0.2997	0.1936
Si	0.0191	0.1553	0.2013
Si	0.0157	0.1684	0.0697
Si	0.0366	-0.0171	0.135
Si	0.1518	-0.0517	0.139
Si	0.1084	0.1752	0.2945
Si	0.0248	0.3254	-0.0227
Si	0.0515	-0.2843	0.2708
Si	-0.1727	-0.0268	0.047
Si	0.0061	0.0837	-0.0384
Si	-0.0274	-0.0752	0.1619
Si	0.0164	0.0892	0.1842
Si	-0.0679	0.0679	0.0458
Si	-0.0579	0.0599	-0.0332
Si	0.1926	-0.1987	-0.2502
Si	-0.0707	-0.0543	0.0374
Si	0.003	-0.0626	0.0403
Si	-0.1194	-0.029	-0.1227
Si	0.0805	-0.0013	-0.1184
Si	-0.072	0.0261	-0.058
Si	0.0112	-0.053	-0.0244
Si	-0.1728	0.1411	0.0019
Si	0.0378	0.0424	0.1151
Si	0.0952	-0.1001	0.0926
Si	0.2035	0.0905	0.1563
Si	-0.1771	0.0274	-0.0633
Si	0.0245	-0.0641	-0.0146
Si	0.0886	-0.0248	-0.1085
Si	0.0614	0.0312	-0.0962
Si	-0.0403	-0.0112	-0.0216
Si	-0.0978	-0.03	-0.0911
Si	-0.0285	0.0226	0.0482
Si	-0.0089	-0.0604	0.0043
Si	-0.1322	-0.0278	0.0853
Si	0.1261	-0.0642	0.1061
Si	0.0131	0.011	0.0434
Si	0.072	0.1634	0.2049
Si	0.0816	-0.0025	-0.0149
Si	0.0896	-0.0756	-0.0703
Si	-0.0227	0.0955	0.117
Si	0.083	-0.0483	-0.0952
Si	-0.0208	-0.0676	0.0529
Si	0.0318	-0.0019	-0.1053
Si	0.0224	0.01	-0.0106
Si	0.0481	-0.0169	-0.0351
Si	0.1309	-0.0717	-0.085
Si	-0.143	0.0248	-0.1419
Si	0.0145	0.1672	-0.1036
Si	0.0942	-0.0446	0.1026
Si	-0.0459	-0.07	0.0852
Si	0.0903	0.0669	-0.1035
Si	-0.4108	0.1441	0.2986
Si	-0.1864	0.0205	-0.1443
Si	-0.2081	-0.0303	-0.1093
Si	-0.2101	0.0455	-0.1223
Si	-0.2423	-0.125	0.1654
Si	0.1242	0.0584	0.1409
Si	-0.0427	0.1701	0.0841
Si	0.0274	-0.1101	-0.0122
Si	0.2163	0.0461	0.0536
Si	-0.148	0.3661	0.1928
Si	0.2383	-0.3198	0.689
Si	0.4869	0.1259	0.5096
Si	-0.5411	0.0929	0.2225
Si	0.0248	-0.1508	0.3821
Si	-0.0861	-0.0981	0.0398
Si	0.1744	0.2743	0.2336
Si	-0.1602	0.0408	-0.1953
Si	0.3114	-0.5584	0.2803
Si	-0.2508	0.644	0.0133
Si	-0.2075	0.407	-0.1842
Si	0.1411	0.0716	0.3869
Si	0.3283	0.02	0.2188
Si	0.0595	0.1375	0.0147
Si	-0.2435	-0.1699	0.2654
Si	-0.2367	-0.3126	0.4846
Si	-0.3008	0.1123	0.5585
Si	0.2996	0.0251	0.2041
Si	0.1624	-0.0445	-0.1582
Si	-0.1683	0.0057	0.2699
Si	0.0593	0.1307	0.3246
Si	-0.1234	-0.1649	0.5372
Si	-0.1005	0.0152	-0.4869
Si	0.0169	-0.1332	-0.3162
Si	0.102	-0.0291	-0.3101
Si	-0.0648	-0.0549	0.1645
Si	-0.1059	-0.0371	-0.5213
Si	0.203	-0.1871	-0.1146
Si	0.1787	-0.1185	0.78
Si	-0.1205	0.0776	-0.0136
Si	0.1145	-0.0464	-0.141
Si	0.1561	0.0167	-0.2862
Si	0.0002	0.0519	0.1348
Si	0.0698	-0.0718	-0.4687
Si	-0.091	0.2351	-0.2794
Si	-0.0599	0.0684	0.4108
Si	0.1286	0.1348	-0.1373
Si	0.1603	0.1527	0.0256
Si	0.057	-0.2533	0.2474
Si	-0.0288	0.0943	-0.5276
O	0.2442	-0.532	0.0622
O	0.1322	0.4037	-0.1225
O	0.1561	-0.014	0.41
O	0.1901	-0.1719	-0.1353
O	-0.0875	0.1456	0.1466
O	0.4124	-0.0282	0.3652
O	-0.3427	0.037	0.0005
O	0.2278	-0.3389	-0.1547
O	-0.18	-0.1929	-0.0598
O	0.4185	-0.061	-0.4239
O	-0.0917	0.1578	-0.3335
O	-0.0666	0.381	-0.2557
O	0.0539	-0.3853	-0.2419
O	0.0907	-0.1256	-0.3056
O	0.0437	0.0718	-0.4187
O	0.0923	0.154	0.0114
O	-0.2352	-0.0882	-0.3142
O	0.305	-0.0329	0.3791
O	-0.2298	-0.0545	0.584
O	-0.1513	-0.082	0.0896
O	-0.0347	-0.0984	0.4899
O	0.1721	0.0945	0.0824
O	0.2336	0.0059	0.1353
O	0.0334	-0.0274	0.2388
O	0.1879	-0.154	0.4675
O	0.2448	0.2939	0.37
O	-0.2091	-0.1541	0.1692
O	-0.3972	0.2717	0.6707
O	0.1755	-0.0847	-0.1491
O	-0.0866	-0.0223	0.0249
O	-0.2614	0.4446	-0.2547
O	-0.0606	-0.0047	0.0015
O	-0.0673	0.2681	0.1471
O	-0.2603	0.17	-0.1853
O	-0.1484	0.0705	-0.0326
O	0.0724	0.0044	-0.0782
O	0.1611	0.2704	0.0982
O	0.2232	0.065	-0.3798
O	0.0022	-0.1231	-0.2753
O	0.0953	0.0978	-0.3862
O	0.3286	-0.1851	-0.438
O	0.1656	0.0123	0.0379
O	-0.1763	-0.212	0.2226
O	-0.0425	-0.3085	-0.2176
O	-0.1871	0.4556	0.2391
O	0.0367	-0.0363	0.1963
O	-0.0236	-0.2183	-0.3186
O	0.3764	0.0853	-0.0488
O	0.1106	0.16	-0.1186
O	-0.1696	-0.3745	0.055
O	0.0815	-0.1878	-0.3676
O	-0.2398	0.0078	0.1281
O	-0.0007	-0.0435	0.0721
O	-0.1967	0.0371	-0.3479
O	-0.0462	0.1646	-0.2265
O	0.1882	0.1818	-0.4185
O	-0.2681	-0.2313	-0.225
O	0.2329	-0.4771	0.0207
O	0.1209	-0.0914	0.2418
O	0.0822	-0.0785	0.1138
O	0.2356	-0.0978	0.514
O	0.297	0.1702	0.2375
O	-0.0658	0.2433	0.1771
O	0.0754	-0.187	0.0406
O	-0.1843	-0.3102	-0.1553
O	0.1898	-0.0003	0.0317
O	0.0284	-0.1742	0.0953
O	0.0194	0.2959	0.1145
O	-0.3846	0.1285	-0.0486
O	-0.2753	0.1724	0.362
O	-0.1539	-0.1765	0.1117
O	-0.2559	-0.3693	0.2624
O	0.2365	-0.3729	-0.2902
O	-0.52	-0.104	-0.2844
O	-0.2986	-0.0854	0.2292
O	0.0194	-0.0229	-0.2246
O	-0.3136	-0.0468	0.0313
O	-0.1829	0.1619	0.0211
O	0.2234	-0.0638	0.2942
